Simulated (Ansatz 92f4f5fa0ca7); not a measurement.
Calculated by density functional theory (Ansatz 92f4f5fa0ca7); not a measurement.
Periodic cell of 220 atoms, Si132O88, from a study of silicon, its oxide and their interface. The atomic structure is a simulated model.
This geometry differs little from another in the collection (a relaxation step or a small displacement).

Settings
functional: r2SCAN
potential files: Ansatz PAW
basis: plane waves
wave-function cutoff: 800 eV
density cutoff ratio: 5
exchange-correlation grid ratio: 1
k mesh: 1 x 1 x 1, shifted by 0.5 0.5 0 of a step
self-consistency stop: 1e-10 eV per atom in the density residual
occupations: fixed
spin: none
net charge: 0

Cell vectors (angstrom)
a, 10.88, 0, 0
b, 0, 10.88, 0
c, 0, 0, 31.3488

Atoms: element, x, y, z (angstrom)
Si, -0.1822, 0.0201, 0.1514
Si, 3.004, 2.3955, -0.1818
Si, -0.29, 5.8457, -0.113
Si, 3.0216, 8.1466, 0.1473
Si, 5.2863, 0.1752, 0.0463
Si, 8.796, 2.5229, -0.1376
Si, 4.9614, 5.6776, -0.0851
Si, 8.5737, 8.2747, -0.3951
Si, 1.4381, 1.3206, 1.2507
Si, 3.9568, 4.0376, 1.1937
Si, 1.3359, 6.9106, 1.2165
Si, 4.1917, 9.5868, 1.5137
Si, 6.9309, 1.4774, 1.0765
Si, 9.6101, 4.1869, 1.3059
Si, 6.5852, 6.6868, 1.283
Si, 9.4501, 9.4836, 1.4093
Si, 0.0961, 2.7595, 2.6103
Si, 2.718, 0.0234, 2.7338
Si, -0.0093, 8.1575, 2.6846
Si, 2.6434, 5.4474, 2.5728
Si, 5.4852, 2.7615, 2.506
Si, 8.1002, 0.0611, 2.6116
Si, 5.4757, 8.1314, 2.7803
Si, 8.1129, 5.4382, 2.6073
Si, 1.3872, 4.1023, 4.0185
Si, 4.1384, 1.4141, 3.9638
Si, 1.3294, 9.5351, 4.0406
Si, 4.0202, 6.7714, 3.9956
Si, 6.7693, 4.0863, 3.9724
Si, 9.5345, 1.3938, 3.927
Si, 6.8278, 9.5561, 4.0425
Si, 9.4954, 6.7867, 3.9879
Si, -0.022, 0.048, 5.3517
Si, 2.7805, 2.7607, 5.3515
Si, -0.018, 5.4365, 5.3471
Si, 2.6857, 8.149, 5.3592
Si, 5.4379, 0.0215, 5.3574
Si, 8.1614, 2.7188, 5.3137
Si, 5.4198, 5.4418, 5.3422
Si, 8.1991, 8.1894, 5.3692
Si, 1.3808, 1.393, 6.6808
Si, 4.1115, 4.0945, 6.7469
Si, 1.3279, 6.8037, 6.718
Si, 4.0695, 9.5182, 6.6805
Si, 6.8208, 1.3578, 6.7084
Si, 9.5225, 4.066, 6.6877
Si, 6.8005, 6.811, 6.6765
Si, 9.5338, 9.5571, 6.7368
Si, 0.0206, 2.7376, 8.0622
Si, 2.721, 0.0057, 8.0257
Si, 0.0011, 8.1878, 8.0822
Si, 2.7209, 5.4646, 8.0601
Si, 5.4776, 2.7107, 8.0813
Si, 8.1516, 0.0012, 8.1054
Si, 5.4402, 8.1676, 8.0318
Si, 8.1555, 5.4227, 8.0213
Si, 1.3928, 4.1006, 9.4238
Si, 4.0911, 1.3312, 9.3936
Si, 1.3976, 9.54, 9.4188
Si, 4.0988, 6.8157, 9.4021
Si, 6.8543, 4.0584, 9.4349
Si, 9.5375, 1.3791, 9.4279
Si, 6.7576, 9.5024, 9.443
Si, 9.4741, 6.8102, 9.3706
Si, 0.0284, 0.0184, 10.7551
Si, 2.7827, 2.7131, 10.7513
Si, 0.0045, 5.5112, 10.7017
Si, 2.7987, 8.2121, 10.7783
Si, 5.395, -0.0193, 10.8131
Si, 8.2041, 2.7138, 10.8502
Si, 5.4521, 5.4183, 10.7262
Si, 8.0729, 8.0778, 10.7768
Si, 1.4007, 1.406, 12.1034
Si, 4.2062, 4.0197, 12.112
Si, 1.3872, 6.8603, 12.0294
Si, 4.0749, 9.5348, 12.2814
Si, 6.7757, 1.2957, 12.1638
Si, 9.5978, 4.18, 12.1125
Si, 6.6913, 6.724, 12.204
Si, 9.486, 9.4775, 11.9848
Si, 0.0788, 2.8273, 13.4421
Si, 2.6978, 0.0988, 13.5812
Si, 0.0954, 8.3183, 13.3452
Si, 2.7074, 5.3831, 13.2658
Si, 5.5638, 2.6941, 13.6199
Si, 8.1281, -0.1628, 13.4244
Si, 5.3949, 8.1185, 13.6854
Si, 8.106, 5.329, 13.5102
Si, 1.7293, 3.8969, 14.7944
Si, 3.9183, 1.6246, 14.875
Si, 0.8602, 10.052, 14.7204
Si, 3.9304, 6.5717, 14.8011
Si, 7.3439, 3.6121, 14.9338
Si, 9.509, 1.368, 14.4933
Si, 7.3369, 8.9394, 14.8446
Si, 8.8294, 6.9799, 14.995
Si, 4.036, 3.6318, 21.4657
Si, 4.1257, 5.634, 19.1067
Si, 14.2708, -9.9655, 20.2118
Si, -1.07, -0.0781, 23.211
Si, 4.0126, 0.0082, 17.4027
Si, 12.1748, -1.0383, 17.5466
Si, 11.5449, 0.8482, 21.2246
Si, 16.932, 8.6373, 17.4274
Si, 10.6219, -5.0647, 20.4749
Si, 1.1791, 3.6754, 22.1306
Si, 9.7748, -1.2403, 19.0277
Si, 13.9798, -3.8349, 26.5265
Si, 1.2927, -2.3793, 20.2089
Si, 7.8446, 6.0256, 21.7444
Si, 16.7359, 5.4532, 16.7502
Si, 3.7686, 9.4885, 21.9605
Si, 17.9866, 3.1559, 21.8146
Si, 1.004, -1.9207, 26.5912
Si, 3.2149, -1.1647, 25.08
Si, 6.7876, -3.0016, 26.8702
Si, 8.6835, 3.9816, 26.4873
Si, 9.9113, 6.789, 17.8148
Si, 4.4449, -6.3666, 25.6922
Si, 7.2569, 1.2035, 27.0861
Si, 16.6782, -2.9458, 20.2226
Si, 12.7866, 6.0526, 16.9739
Si, 9.6194, 2.9561, 23.8119
Si, 2.1578, 2.1956, 28.9533
Si, -1.8683, -1.1916, 25.884
Si, -4.0826, -15.89, 24.769
Si, 4.121, 1.6495, 26.4055
Si, 1.6126, -0.8916, 29.4209
Si, 5.2334, 5.8287, 28.2367
Si, -3.9913, 9.9409, 29.0065
Si, 10.3491, 3.8815, 28.9698
Si, 8.6286, 0.7457, 20.7362
O, -3.7159, -3.224, 0.0881
O, 0.2002, -0.955, -1.1368
O, 1.9347, 0.6655, -1.9515
O, 0.705, 2.8707, -2.7739
O, 0.1752, 5.0216, -1.4569
O, -2.7175, 9.1107, -1.7487
O, 3.9654, 6.936, -0.3987
O, 2.6505, 9.0533, -1.1495
O, 5.7411, -0.7437, -1.2317
O, 4.2282, 1.31, -0.4711
O, 9.0563, 3.2388, -1.6061
O, 9.6955, 1.1865, -0.3851
O, 5.3486, 5.2157, -1.6212
O, 8.2231, 8.3469, -5.0458
O, 16.0531, 4.9107, -13.2484
O, 9.5838, 7.0233, -0.6859
O, -5.3972, 3.1732, 22.1119
O, 2.4324, 8.8425, 21.2956
O, 17.8975, -3.7762, 20.8719
O, 4.2084, 4.931, 20.5389
O, 1.1209, 9.1862, 16.0802
O, -0.2509, 11.2125, 15.1798
O, 7.0125, 4.3834, 16.3598
O, 7.4245, -6.297, 21.13
O, 8.4548, 2.42, 15.281
O, 2.9016, 6.9539, 16.0386
O, 7.0946, 9.3912, 16.4304
O, 10.3373, 7.3357, 14.5052
O, 6.1339, 7.0564, 16.9815
O, 4.5813, 1.0037, 16.2531
O, 0.8824, 6.9619, 20.4219
O, 2.4047, 10.974, 17.2671
O, 2.8118, 2.7665, 15.28
O, 12.7206, -23.8175, 18.7008
O, 1.3983, 4.7309, 16.1646
O, 5.1454, 4.6012, 27.1688
O, 9.4528, -4.6911, 21.549
O, 4.8999, 5.4047, 15.4409
O, 9.8727, 5.7018, 19.024
O, 14.1711, -5.2041, 25.6441
O, 5.6813, 1.3368, 26.7269
O, 22.3303, -4.0165, 17.3476
O, 16.4223, -6.0124, 24.5447
O, 18.3844, 1.9167, 20.8115
O, 17.2985, 8.8108, 18.997
O, -1.5161, 8.2219, 18.3676
O, 15.157, 0.4816, 18.9268
O, 15.9742, 8.7283, 21.4351
O, -0.1346, 9.3084, 20.3056
O, 8.5294, -0.313, 19.4996
O, 4.6176, -1.4897, 17.181
O, 12.3719, -3.4971, 26.6075
O, 19.469, -0.0848, 22.1307
O, 4.6163, -3.7486, 19.4483
O, -3.3956, -4.7164, 23.328
O, 10.8452, -7.0425, 23.1964
O, -0.1473, 10.4388, 17.992
O, 1.3266, 2.0959, 21.9584
O, 14.8184, -10.7288, 21.5171
O, 18.6971, -5.6959, 25.8324
O, 12.6789, 0.4896, 20.0983
O, 3.9005, 6.7433, 27.9254
O, 11.4701, 4.4801, 20.841
O, 9.4558, -1.1848, 24.3197
O, 2.6923, 5.6547, 18.3476
O, 3.6416, 0.2966, 25.6384
O, 3.5734, 2.4869, 20.423
O, 10.1358, 1.3677, 20.5912
O, 8.137, 3.1025, 23.0981
O, 6.1852, -3.6694, 25.4912
O, 8.9754, -4.4377, 16.5435
O, 1.5979, -1.2482, 25.2352
O, 11.2241, -0.2399, 22.4073
O, 13.6433, 4.0355, 22.4447
O, -0.512, -1.4212, 26.7284
O, 3.987, -7.9034, 25.4523
O, 1.7065, -1.3332, 27.8984
O, 3.7625, -2.457, 25.9211
O, 8.1434, 11.0495, 26.1497
O, 9.9319, -9.4957, 23.8711
O, -3.0543, 2.7108, 27.0172
O, 14.5635, -1.3979, 23.5589
O, 3.1965, 2.0638, 27.69
O, -4.622, -1.6776, 27.6787
O, 9.6206, -7.438, 25.3199
O, -3.4993, 0.552, 28.5676
O, 6.5912, -4.1795, 27.9793
O, 9.668, 4.522, 27.6478

Results
free energy: -134617.412 eV
free energy less fixed offsets of O -570.45, Si -639.56 eV per atom: 4.108 eV

Forces (eV/angstrom), in the order of the atoms: element, x, y, z
Si, 0.0323, -0.011, -0.069
Si, 0.0034, 0.0104, -0.0258
Si, 0, -0.0022, -0.061
Si, -0.0158, 0.0097, -0.06
Si, 0.0144, -0.0117, -0.0618
Si, -0.0027, 0.0229, -0.0816
Si, 0.008, -0.0024, -0.087
Si, -0.0045, 0.011, -0.0697
Si, -0.0013, 0.0005, 0.0107
Si, 0.005, -0.0088, 0.009
Si, 0.0005, 0.0031, 0.0075
Si, -0.0025, -0.0003, 0.0105
Si, 0.0026, 0.004, 0.0088
Si, -0.0038, 0.0064, 0.0106
Si, 0.0024, -0.0002, -0.0086
Si, -0.0042, -0.0089, 0.01
Si, 0.0063, 0.0009, -0.0011
Si, -0.004, -0.0029, 0.0036
Si, 0.0074, 0.0041, 0.0026
Si, -0.0011, 0, 0.0027
Si, -0.0028, 0.0065, 0.0052
Si, -0.005, -0.0049, 0.0016
Si, 0.0053, 0.0037, 0.0014
Si, -0.0003, -0.002, 0.0038
Si, 0.002, -0.0009, 0.0017
Si, 0.0032, -0.0017, -0.0012
Si, 0.0019, -0.0022, -0.0013
Si, -0.0029, -0.0016, 0.0038
Si, -0.0006, -0.0009, -0.0018
Si, 0.0026, 0.0003, 0.0062
Si, 0.001, 0.0018, 0.0051
Si, -0.0034, 0.0015, -0.0016
Si, 0.0018, -0.0006, -0.0016
Si, -0.0008, 0.0008, 0
Si, 0.0006, 0.0011, -0.0014
Si, -0.0032, 0.0016, -0.002
Si, -0.0017, 0.0006, -0.0006
Si, -0.0015, 0.0021, -0.0012
Si, 0.0018, 0.0006, -0.0006
Si, 0.0013, 0.0008, -0.001
Si, -0.0005, 0.0004, 0.0001
Si, 0.0002, -0.0005, 0.0001
Si, 0.0013, -0.0014, -0.0003
Si, -0.0005, 0.0001, 0.0002
Si, 0.0003, -0.0011, -0.0001
Si, -0.0001, -0.0006, -0.0007
Si, -0.0001, 0.0007, 0.0006
Si, 0.0002, -0.0003, 0.0006
Si, 0.0007, 0.0004, 0.0001
Si, 0, 0.0001, 0
Si, -0.0006, 0.0009, -0.0003
Si, -0.0013, 0.0005, 0.0005
Si, -0.0004, 0.0013, 0
Si, -0.0003, 0.0014, 0
Si, -0.0006, 0.0001, -0.0001
Si, 0, 0, -0.0005
Si, 0.0001, 0.0001, 0.0002
Si, 0, 0.0003, 0
Si, 0.0005, 0.0001, -0.0006
Si, 0, 0.0003, -0.0006
Si, 0.0006, -0.0004, 0
Si, -0.0005, -0.0002, -0.0005
Si, 0.0006, -0.0005, -0.0005
Si, 0.0013, 0, -0.0003
Si, -0.0009, 0.0011, 0.0014
Si, 0.0001, 0.0001, 0.001
Si, -0.0013, 0.0017, 0.0014
Si, -0.0004, -0.0017, 0.0012
Si, 0, 0.0013, -0.0003
Si, 0.0006, 0.0003, 0.0014
Si, -0.0021, 0.0002, 0.001
Si, -0.0001, 0.0012, 0.0017
Si, -0.0012, 0.0023, 0.0009
Si, 0.0009, 0.0009, 0.0004
Si, 0.0006, 0.0024, -0.0016
Si, 0.0004, 0.0012, 0.0021
Si, 0.0006, 0.001, 0.0004
Si, 0.0011, 0.003, 0.0022
Si, 0.0004, -0.0021, -0.0009
Si, 0.0031, -0.0013, -0.0003
Si, -0.0003, 0.0004, 0.003
Si, -0.0005, 0.0019, 0.0114
Si, -0.0007, 0.0064, -0.0083
Si, 0.0024, 0.0006, 0.0084
Si, -0.0042, -0.0025, 0.0101
Si, -0.0029, -0.0012, 0.0015
Si, -0.0013, -0.0024, 0.0067
Si, 0.0011, -0.0034, 0.0138
Si, 0.0013, -0.0119, -0.0601
Si, -0.0025, 0.0102, -0.0713
Si, 0.0013, 0.0118, -0.0722
Si, 0.0068, 0.0048, -0.0617
Si, 0.0064, -0.0043, -0.0676
Si, -0.0021, 0.0055, -0.0243
Si, 0.0148, -0.0053, -0.0388
Si, -0.0229, 0.0087, -0.0784
Si, -0.0023, 0.0122, -0.0785
Si, -0.0022, -0.0021, -0.0958
Si, 0.0132, -0.0126, -0.0803
Si, 0.0074, 0.0128, -0.0951
Si, 0.0087, 0.0093, -0.1014
Si, 0.0052, -0.0029, -0.1019
Si, 0.0085, -0.0075, -0.0709
Si, 0.0108, 0.0017, -0.0957
Si, 0.0009, 0.0188, -0.0811
Si, 0.0112, 0.0016, -0.0685
Si, 0.0103, -0.0182, -0.0762
Si, -0.0012, 0.0036, -0.0628
Si, -0.008, 0.0001, -0.0795
Si, 0.0095, 0.0146, -0.0907
Si, 0.0143, -0.0131, -0.0876
Si, 0.0023, -0.0004, -0.1038
Si, -0.0132, -0.0021, -0.0689
Si, -0.0069, -0.0038, -0.0769
Si, 0.008, -0.0034, -0.0916
Si, 0.0067, -0.0165, -0.0754
Si, -0.0053, -0.0014, -0.091
Si, -0.0057, -0.0026, -0.1002
Si, 0.0064, 0.0014, -0.0733
Si, 0.0054, 0.0102, -0.0667
Si, -0.0067, 0.003, -0.0899
Si, 0.0036, -0.0135, -0.0912
Si, 0.0055, -0.0061, -0.086
Si, 0.0071, -0.0064, -0.0843
Si, 0.0152, 0.0016, -0.0806
Si, 0.0185, -0.0039, -0.0931
Si, 0.0105, -0.0062, -0.0802
Si, 0.0039, -0.0116, -0.0884
Si, -0.0055, 0.0072, -0.0932
Si, 0.0022, 0.0111, -0.0935
Si, -0.0113, 0.0057, -0.0968
Si, 0.0001, -0.0126, -0.0784
O, -0.0092, -0.012, 0.0372
O, -0.0162, 0.0045, 0.0407
O, -0.0096, 0.0112, 0.0457
O, 0.0097, 0.0059, 0.0325
O, -0.0013, 0.0149, 0.057
O, 0.018, -0.0145, 0.0538
O, -0.0002, 0.0039, 0.046
O, 0.0095, -0.0114, 0.0499
O, -0.0174, 0.0119, 0.0585
O, 0.0016, -0.0059, 0.0355
O, -0.0033, -0.0099, 0.0634
O, -0.0169, -0.024, 0.0524
O, -0.0068, -0.0041, 0.0862
O, -0.0085, -0.0031, 0.043
O, -0.0133, 0.0031, 0.0599
O, 0.0063, -0.0006, 0.0309
O, 0.0097, -0.0013, 0.0297
O, 0.0193, 0.0082, 0.0437
O, 0.0147, -0.0155, 0.0436
O, -0.0007, -0.0207, 0.051
O, 0.0019, -0.0045, 0.0704
O, -0.0003, -0.0094, 0.0332
O, -0.012, 0.0167, 0.049
O, 0.0014, -0.006, 0.0294
O, -0.0021, -0.0018, 0.0313
O, -0.0163, -0.0002, 0.05
O, -0.0173, 0.003, 0.0636
O, 0.0026, -0.0047, 0.0305
O, -0.0044, 0.009, 0.037
O, 0.0011, -0.0215, 0.0684
O, -0.0011, -0.0064, 0.0276
O, -0.0046, -0.0009, 0.039
O, -0.0011, -0.0007, 0.0282
O, -0.0017, -0.0107, 0.053
O, -0.002, 0.0253, 0.0571
O, 0.0062, 0.0085, 0.0459
O, -0.0138, -0.004, 0.0372
O, 0.0048, -0.003, 0.0448
O, 0.0075, -0.0132, 0.0576
O, -0.001, 0.0058, 0.0288
O, 0.0072, 0.0008, 0.0235
O, -0.0129, 0.0081, 0.0348
O, -0.0104, 0.0046, 0.0408
O, -0.0025, 0.0095, 0.0295
O, -0.0001, -0.0067, 0.0589
O, -0.0011, 0.017, 0.0425
O, -0.0079, 0.01, 0.0647
O, -0.0095, 0.0129, 0.0431
O, 0.0061, 0.0053, 0.0374
O, -0.0059, 0.02, 0.0396
O, -0.003, -0.0006, 0.0312
O, -0.0022, -0.0011, 0.0241
O, 0.0053, -0.0068, 0.0494
O, 0.0046, 0.0091, 0.0388
O, -0.0134, -0.0034, 0.0691
O, -0.0222, -0.0054, 0.0409
O, -0.0178, 0.0021, 0.0424
O, -0.0025, 0.007, 0.0269
O, -0.0002, -0.0094, 0.0431
O, 0.0038, -0.008, 0.0403
O, -0.0112, 0.0067, 0.0336
O, 0.0092, -0.0058, 0.0374
O, 0.0075, -0.0168, 0.0364
O, -0.0127, -0.0165, 0.0556
O, 0.0172, -0.0043, 0.0506
O, 0.0051, 0.0205, 0.0316
O, 0.0002, 0.011, 0.0316
O, 0.0022, 0.0036, 0.0325
O, 0.0191, 0.0004, 0.0439
O, -0.0017, 0.0159, 0.0391
O, 0.0232, -0.0052, 0.077
O, -0.006, -0.0067, 0.0357
O, -0.0116, -0.0034, 0.0437
O, -0.0067, 0.0007, 0.0342
O, 0.0045, 0.0022, 0.0305
O, 0.0012, -0.0089, 0.0342
O, 0.0077, 0.0133, 0.0656
O, 0.0003, -0.0139, 0.0329
O, -0.0134, 0.0078, 0.0346
O, -0.0028, 0.0058, 0.0373
O, -0.0021, -0.0075, 0.0345
O, -0.0049, -0.0039, 0.0782
O, -0.0253, 0.009, 0.0655
O, 0.0011, 0.0174, 0.0443
O, -0.0076, 0.0128, 0.057
O, -0.0061, -0.0117, 0.0459
O, -0.0065, -0.0041, 0.0358
O, 0.0218, -0.0037, 0.0594

The program warned: the cutoff lies below the one the program advises for these potential files; the forces do not sum to zero within the program's tolerance; empty levels may hold ghost states of the PAW files; the exchange-correlation potential is rough where the density is thin.
